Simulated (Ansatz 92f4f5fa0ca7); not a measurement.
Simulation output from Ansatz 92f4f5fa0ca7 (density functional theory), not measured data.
Periodic cell of 184 atoms, Si120O64, from a study of silicon, its oxide and their interface. The atomic structure is a simulated model.
This geometry differs little from another in the collection (a relaxation step or a small displacement).

Settings: functional r2SCAN; potential files Ansatz PAW; basis plane waves; wave-function cutoff 800 eV; density cutoff ratio 5; exchange-correlation grid ratio 1; k mesh 1 x 1 x 1, shifted by 0.5 0.5 0 of a step; self-consistency stop 1e-10 eV per atom in the density residual; occupations fixed; spin none; net charge 0.

Cell vectors (angstrom)
a 10.888 0 0
b 0 10.888 0
c 0 0 27.0439

Atoms and the computed forces on them: element, x, y, z (angstrom), force x, y, z (eV/angstrom)
Si 0.3848 -0.4677 0.0486 -0.0247 -0.0019 -0.1263
Si 3.0019 2.5964 0.0694 -0.0043 0.0259 -0.1036
Si -0.3225 5.8075 0.1398 0.0122 -0.0359 -0.0931
Si 4.2607 9.7051 1.4081 0.003 0.0018 0.0039
Si 5.2909 0.4376 -0.0486 0.0193 -0.0049 -0.1406
Si 8.149 2.9217 0.2363 0.0139 -0.0149 -0.1091
Si 5.6375 4.7391 -0.2461 -0.0192 -0.0017 -0.1306
Si 8.9118 7.5951 0.1596 -0.0205 0.0163 -0.1055
Si 1.3737 1.3539 1.2224 0.0029 -0.0018 0.0066
Si 4.2285 3.9698 1.4678 0.0034 0.0004 0.0079
Si 1.5182 6.7769 1.289 -0.0044 0.0032 0.0032
Si 2.8078 8.4393 0.1723 0.0326 -0.0138 -0.1173
Si 6.906 1.3493 1.417 -0.0026 0.0014 0.0099
Si 9.5983 4.1824 1.5248 0.0015 -0.0007 0.0056
Si 6.9987 6.9015 1.3283 -0.0185 -0.0121 -0.0341
Si 9.7213 9.3816 1.4364 -0.0024 0.0013 0.0078
Si 0.0816 2.6987 2.695 -0.0003 -0.0011 -0.0019
Si 2.7692 0.0812 2.7197 -0.0023 0.0003 0.001
Si 0.1678 8.0613 2.8066 0.0031 0.0007 0.0002
Si 2.8409 5.4221 2.6823 0.0005 -0.0032 -0.0044
Si 5.5516 2.6488 2.8552 -0.0004 0 -0.003
Si 8.2707 -0.0837 2.6902 -0.0001 0.0015 -0.0044
Si 5.5856 8.2376 2.6862 -0.0051 0.0007 -0.0022
Si 8.1471 5.4552 2.8297 0.0012 -0.0044 0.0038
Si 1.4479 4.0669 4.0558 0 0.001 0.0016
Si 4.1087 1.3535 4.1584 0.0002 -0.0011 0.0005
Si 1.4523 9.5396 4.0877 -0.0011 -0.0006 -0.0003
Si 4.1716 6.8392 4.0193 0.0001 0.0005 0.0003
Si 6.8443 4.0695 4.1797 0.0001 -0.0003 -0.0007
Si 9.5833 1.34 4.0489 0.0007 -0.0005 0.002
Si 6.8984 9.528 4.1179 0.0013 -0.0003 0.0015
Si 9.5854 6.7853 4.1371 -0.0017 0.0006 0.0002
Si 0.0371 -0.0151 5.4305 -0.0002 0 0.0012
Si 2.753 2.7341 5.4794 -0.0006 -0.0003 -0.0007
Si 0.0487 5.395 5.4505 0 -0.0002 0.0013
Si 2.7917 8.1615 5.4213 0.0008 0 0.0004
Si 5.4782 -0.0274 5.4732 -0.0001 0 0.0003
Si 8.2205 2.6844 5.4601 -0.0002 0.0002 0.0016
Si 5.4649 5.4696 5.4538 -0.0001 -0.0005 0.0014
Si 8.2278 8.1607 5.4768 -0.0003 -0.0001 0.0001
Si 1.3613 1.3645 6.8042 0.0001 -0.0001 0.0004
Si 4.1001 4.1071 6.8125 0.0004 0 0.0005
Si 1.3843 6.8217 6.7772 -0.0005 -0.0008 0.001
Si 4.109 9.4965 6.8241 0.0001 0.0005 0.0007
Si 6.8135 1.3657 6.8196 0.0006 -0.0006 0.0008
Si 9.5531 4.0575 6.8198 0.0001 0.0001 0
Si 6.8329 6.8138 6.8154 -0.0002 0 -0.0002
Si 9.547 9.5452 6.8165 0.0001 0.0001 0.0001
Si -0.0195 2.6917 8.1858 0.0004 -0.0002 0.0016
Si 2.7045 -0.0206 8.1463 -0.0001 -0.0004 0.001
Si -0.0161 8.1565 8.1596 0.0005 -0.0007 0.0019
Si 2.7316 5.4647 8.1354 0.0007 0 0.0008
Si 5.4375 2.7299 8.1829 0.0005 -0.0003 0.0018
Si 8.1519 -0.0058 8.168 -0.0002 -0.0002 0.0015
Si 5.467 8.1571 8.1873 0.0002 0.0004 0.0009
Si 8.1553 5.4202 8.1643 -0.0004 -0.0005 0.0017
Si 1.3512 4.1081 9.4561 0.0005 0 0
Si 4.0619 1.3281 9.5098 0.0005 0.0006 0.0011
Si 1.2894 9.5591 9.517 -0.0005 0.001 0.0008
Si 4.1006 6.7826 9.5149 0.0007 -0.0013 0.0003
Si 6.7709 4.108 9.5618 -0.0011 0.0004 0.001
Si 9.45 1.3657 9.5469 0.0006 0.0007 0.0007
Si 6.7848 9.5517 9.5484 0.0003 0.0002 0.0005
Si 9.4809 6.7999 9.5234 -0.0002 -0.0002 0.0001
Si -0.1271 0.0028 10.9204 -0.0007 -0.0004 0
Si 2.6738 2.7226 10.7852 0.0003 -0.001 0.0011
Si -0.0303 5.4183 10.829 0 -0.0008 0.0006
Si 2.7018 8.1734 10.7563 0 -0.0014 0
Si 5.4211 0.0138 10.9397 0.0003 -0.0014 -0.001
Si 8.0782 2.7187 10.9224 0.0008 0.0004 -0.0006
Si 5.41 5.4487 10.9699 0.0001 0.0017 -0.0003
Si 8.0901 8.1515 10.8998 -0.0015 0.0012 0.001
Si 1.2387 1.4751 12.1455 0.001 -0.0022 0.0002
Si 4.0109 3.9902 12.2142 0.0013 0.0027 -0.0007
Si 1.3543 6.8272 12.0789 -0.002 -0.0012 0.0005
Si 3.9982 9.4769 12.1802 0.0019 0.0043 -0.0011
Si 6.6945 1.4345 12.3787 -0.0004 -0.002 -0.0011
Si 9.4927 4.0671 12.2041 -0.0001 0.0059 0.0028
Si 6.7136 6.8892 12.3607 0.003 -0.0051 -0.0005
Si 9.3474 9.5291 12.3014 0.0008 0.0009 -0.0007
Si -0.1226 2.6855 13.6658 0.0002 0.0046 0.0096
Si 2.614 0.0646 13.3402 -0.0033 0.0008 0.0052
Si 0.0294 8.1796 13.4343 0.0026 -0.0016 0.0048
Si 2.6035 5.3675 13.4041 0.0004 -0.0024 0.0059
Si 5.1512 2.6381 13.8044 -0.0055 -0.0047 0.0068
Si 7.8945 -0.0334 13.7688 -0.0028 -0.0028 0.0071
Si 5.2109 8.1996 13.7738 0.0022 0.0006 0.0115
Si 8.2215 5.5084 13.5427 0.0096 0.0156 -0.0214
Si 1.0976 4.3254 14.8725 -0.0187 0.006 -0.1005
Si 3.9382 1.0013 14.9845 0.0466 -0.0211 -0.0804
Si 1.1525 9.8001 14.6547 -0.0189 0.0057 -0.0913
Si 3.997 6.4439 14.8994 0.0244 0.0019 -0.1047
Si 6.0902 4.1052 15.3762 -0.0151 0.0148 -0.1686
Si 9.6692 0.9751 14.9548 0.0132 -0.0125 -0.1281
Si 5.8515 10.1657 14.9974 -0.0151 0.0199 -0.1172
Si 9.8731 6.618 14.7521 0.015 -0.0234 -0.1134
Si 3.595 7.468 24.51 0.0151 0.0171 -0.2758
Si -8.8741 29.2504 21.0155 0.0063 0.0059 -0.2846
Si 2.0076 26.4326 22.3302 0.0297 0.027 -0.3041
Si -4.1927 30.9067 17.8571 -0.021 0.0077 -0.2822
Si 16.4954 5.3441 20.0267 0.0405 -0.0339 -0.287
Si 14.2539 4.5396 24.8208 -0.0283 0.037 -0.2513
Si 9.0688 21.1631 19.4631 0.0443 0.0244 -0.281
Si 7.5981 14.9807 17.9341 0.0156 -0.03 -0.2576
Si -32.6976 29.6193 18.8728 -0.0458 -0.0054 -0.265
Si -7.6554 3.193 20.1157 0.0106 0.0082 -0.3223
Si 8.5252 39.5327 17.3313 0.0094 -0.0068 -0.2299
Si -2.0088 -24.9135 24.0686 -0.0328 -0.0088 -0.2628
Si -4.1152 -11.6879 21.6234 0.0493 -0.0177 -0.2858
Si -2.1104 -8.5778 24.4451 -0.0132 -0.0127 -0.212
Si -11.4768 -0.3199 24.1179 0.0299 -0.0182 -0.2415
Si 2.0706 -8.3587 17.1862 -0.0073 -0.0199 -0.3011
Si 17.0223 7.256 22.5052 -0.024 -0.0254 -0.2991
Si -11.958 -8.9993 17.8603 0.0026 0.0253 -0.246
Si -11.4477 26.7705 24.1449 0.0233 -0.003 -0.2541
Si -8.8558 20.5538 22.8305 0.0226 -0.0223 -0.2491
Si 4.3752 7.9846 19.1815 0.0042 0.0457 -0.2795
Si 4.3207 0.7527 21.8336 -0.018 0.0301 -0.2595
Si 24.0628 29.8759 16.8741 0.0116 0.0003 -0.2704
Si 28.0066 11.6707 24.0643 -0.0207 -0.0219 -0.2806
O -0.5396 -12.5067 -7.5838 -0.0043 0.0145 0.0895
O -6.4249 4.2297 -6.8519 -0.0293 -0.0103 0.0956
O 10.9144 -16.2934 -11.7042 -0.0029 0.0053 0.0595
O -20.4655 8.724 -5.3099 0.0023 0.0648 0.1422
O 0.9627 7.0522 -7.1813 0.0774 -0.0213 0.1637
O 2.6872 19.5123 -3.1813 0.0359 -0.0501 0.137
O -7.2077 1.8457 -6.1877 0.0306 -0.0731 0.1386
O -3.7768 18.5033 -9.5566 -0.0153 0.0225 0.0817
O 19.4136 7.8829 -1.4133 0.0103 -0.011 0.2091
O 6.0168 -15.7834 -5.5778 0.0218 0.0773 0.1931
O -5.9756 18.1372 -3.4657 -0.0739 -0.0007 0.1459
O 6.0541 17.1501 0.1199 0.0224 0.0243 0.0594
O 0.5329 2.1029 -9.4608 -0.02 -0.0059 0.0883
O 9.4942 17.9065 -8.4341 0.0501 0.0241 0.1193
O -1.3405 9.1866 -3.4063 0.0025 -0.0023 0.091
O -7.868 1.4744 16.3229 -0.0674 0.0519 0.1407
O -12.1059 0.8328 19.0753 -0.0234 -0.0666 0.1267
O -3.9255 -0.373 23.1753 -0.0069 0.056 0.1706
O 14.3595 8.0033 20.5137 -0.0667 -0.0135 0.1486
O -5.9899 -6.2378 25.3385 0.0439 -0.0114 0.1281
O 1.6253 9.4353 26.6382 -0.0021 0.0031 0.066
O 2.5587 14.4167 25.8095 -0.0043 -0.0606 0.1363
O -1.7129 12.3083 16.4404 0.0081 0.033 0.1801
O -6.7858 12.3835 26.5778 -0.0073 0.0004 0.0648
O -12.55 25.5762 23.9626 -0.0068 -0.0133 0.0788
O 37.5452 1.2546 23.2786 0.0562 0.009 0.1559
O 13.7846 17.737 16.0491 -0.0487 0.0423 0.1281
O -13.523 5.3171 17.1212 -0.01 -0.0144 0.0963
O -16.194 9.0588 19.0204 -0.0421 -0.0172 0.1323
O -4.9445 21.8856 25.5138 -0.0334 -0.0144 0.201
O 15.9939 5.4094 15.5466 0.0209 -0.0111 0.0586
O 6.8747 -6.2611 19.2856 -0.0762 0.0488 0.1618
O 7.5314 -3.5657 23.2913 0.0905 0.0128 0.1297
O -2.6957 10.2382 20.8302 -0.0935 -0.0052 0.1821
O 11.6928 18.7987 17.4827 -0.0556 -0.007 0.147
O -0.0973 37.7754 25.6931 0.004 0.0403 0.1873
O 5.0034 6.4994 19.0523 0.0011 -0.0268 0.1097
O 6.0891 20.7733 16.5823 0.0389 -0.0544 0.2037
O -0.0317 10.7645 15.2423 -0.0079 0.0076 0.0572
O 24.6009 -7.9889 18.5683 0.0608 0.0386 0.2388
O 13.1921 17.0929 21.9486 -0.0017 -0.0714 0.1338
O 18.3382 4.5229 14.6045 -0.0361 -0.0195 0.0696
O 3.1985 4.0564 23.2725 0.0366 -0.0022 0.173
O 22.6737 21.4884 23.4707 -0.0723 0.0275 0.1126
O 3.3656 -2.4731 18.0021 0.0706 -0.0107 0.1746
O 7.0093 3.8943 26.6053 0.0085 -0.0088 0.0603
O 21.3206 10.6308 25.7174 0.0315 -0.0017 0.1845
O -8.9098 14.7048 20.9389 -0.0421 0.046 0.1704
O -7.712 10.5498 22.1318 -0.0292 -0.0242 0.0953
O -4.3893 3.5071 16.8552 0.0563 0.0098 0.1636
O -8.9852 3.8183 16.2045 0.0273 -0.043 0.1354
O 9.236 7.4501 16.0045 -0.0468 0.0113 0.1596
O 13.0362 9.3511 15.8689 0.0281 -0.0475 0.1284
O 8.8499 14.0136 18.2953 -0.0054 0.0084 0.0743
O -1.8997 24.005 26.0501 -0.0138 0.0221 0.1591
O 20.4624 1.084 23.7151 -0.0058 0.0168 0.0844
O -1.0262 -4.3917 23.7325 -0.0008 -0.0101 0.0919
O 5.6099 11.0512 21.0254 -0.0158 0.0093 0.1095
O -13.7379 -0.9942 18.2791 0.0523 0.0197 0.1332
O 6.1743 19.4724 21.5784 0.0008 -0.0249 0.1253
O 14.736 18.878 26.0175 -0.0285 0.0365 0.1769
O -3.6871 -8.8129 24.1375 0.0297 0.0222 0.0845
O 22.4023 -6.3304 23.1384 -0.08 0.0041 0.1369
O 2.7885 27.8443 24.7553 0.0033 -0.0168 0.0943

Results
free energy: -113256.835 eV
free energy less fixed offsets of O -570.45, Si -639.56 eV per atom: -0.835 eV

The program warned: the cutoff lies below the one the program advises for these potential files; the forces do not sum to zero within the program's tolerance; empty levels may hold ghost states of the PAW files; the exchange-correlation potential is rough where the density is thin.
